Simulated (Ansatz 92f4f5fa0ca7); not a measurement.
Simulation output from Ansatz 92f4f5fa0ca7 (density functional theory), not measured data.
Periodic cell of 227 atoms, Si134O92H1, from a study of silicon, its oxide and their interface. The atomic structure is a simulated model.
Doubt: the cutoff is far below the 930 eV that the study's wrapper takes by default for these files, so forces and energies are approximate.
This geometry differs little from another in the collection (a relaxation step or a small displacement).

Settings: functional PBE; potential files Ansatz PAW; basis plane waves; wave-function cutoff 580 eV; density cutoff ratio 5; exchange-correlation grid ratio 1; k mesh 1 x 1 x 1, Gamma-centred; self-consistency stop 5e-08 eV per atom in the density residual; occupations fixed; spin none; net charge +1 e, with a uniform compensating background and no finite-size correction.

Cell vectors (angstrom)
a 10.938 0 0
b 0 10.938 0
c 0 0 32.2067

Atoms and the computed forces on them: element, x, y, z (angstrom), force x, y, z (eV/angstrom)
Si 0.2061 -0.3772 24.8321 -0.0021 0.0019 0.0043
Si 5.4774 -0.3445 24.6802 0.0031 -0.0014 -0.0026
Si 2.5544 2.907 24.7451 0.0017 -0.0028 0.0007
Si 7.9628 3.0925 24.5725 0.005 0.0002 -0.0031
Si 0.1612 5.0131 24.6843 0.0043 0.0074 -0.0015
Si 5.6591 5.3009 24.8385 -0.0062 0.0002 0.0059
Si 2.4216 8.2575 24.9332 0 0.0019 -0.0048
Si 7.8252 8.4419 24.6453 0.0004 -0.0053 0.009
Si 1.3681 1.3069 26.0326 -0.0011 -0.0021 -0.0018
Si 6.7816 1.3471 25.8119 0.0004 -0.003 0.0022
Si 4.0627 4.1072 26.0832 0.0018 0 -0.0022
Si 9.5269 4.0075 26.0972 -0.0019 -0.0034 0.0009
Si 1.1824 6.7035 26.0815 -0.0021 -0.0075 -0.001
Si 6.8535 6.8439 26.1013 0.0015 0.0051 -0.0053
Si 4.0618 9.4542 26.1499 -0.0015 -0.0007 0.0015
Si 9.4504 9.5205 26.04 0.0001 0.0014 -0.003
Si 2.7489 -0.0058 27.4403 0.0015 0.0019 0.0013
Si 8.1525 0.0547 27.3556 0.0006 -0.0004 -0.0012
Si 0.0111 2.6774 27.4287 0.0007 -0.0007 0.002
Si 5.4845 2.7061 27.3625 -0.0003 0.0028 -0.0012
Si 2.7018 5.4801 27.4348 0.0008 0.0006 -0.0002
Si 8.2398 5.4744 27.438 -0.0004 0.0006 0.0004
Si -0.0788 8.1853 27.4251 -0.0012 0.0004 0.001
Si 5.4831 8.1663 27.4783 0.0017 -0.0023 0.0007
Si 4.1018 1.3673 28.7884 0.2388 0.03 -0.0546
Si 9.5708 1.3673 28.7884 -0.2117 -0.1832 -0.0397
Si 1.3673 4.1018 28.7884 -0.0687 -0.168 0.045
Si 6.8362 4.1018 28.7884 0.0213 -0.1097 -0.2871
Si 4.1018 6.8362 28.7884 -0.1936 -0.1568 0.2907
Si 9.5708 6.8362 28.7884 -0.0914 -0.0593 0.5315
Si 1.3673 9.5708 28.7884 -0.1942 -0.1158 -0.1683
Si 6.8362 9.5708 28.7884 0.0582 0.3077 -0.0716
Si 0 0 30.1557 -0.119 -0.1119 -0.018
Si 5.469 0 30.1557 -0.0105 -0.0027 -0.0061
Si 2.7345 2.7345 30.1557 0.0053 0.0344 -0.0313
Si 8.2035 2.7345 30.1557 0.0083 0.0015 -0.0216
Si 0 5.469 30.1557 -0.0279 -0.0035 0.0052
Si 5.469 5.469 30.1557 -0.1256 -0.0862 -0.0173
Si 2.7345 8.2035 30.1557 -0.0097 -0.0519 -0.0056
Si 8.2035 8.2035 30.1557 0.0452 -0.006 -0.0022
Si 1.3673 1.3673 31.5229 0.0333 0.0017 -0.0322
Si 6.8362 1.3673 31.5229 0.0113 0.0012 -0.0322
Si 4.1018 4.1018 31.5229 0.0152 -0.0171 0.0014
Si 9.5708 4.1018 31.5229 -0.0013 0.0091 -0.0214
Si 1.3673 6.8362 31.5229 0.0125 -0.0249 -0.0185
Si 6.8362 6.8362 31.5229 -0.0208 0.0506 -0.0305
Si 4.1018 9.5708 31.5229 -0.0026 0.0472 -0.0231
Si 9.5708 9.5708 31.5229 0.024 -0.0134 0.0062
Si 2.7345 0 0.6835 0.0089 -0.0352 0.0257
Si 8.2035 0 0.6835 -0.0551 0.0476 -0.0036
Si 0 2.7345 0.6835 -0.0042 -0.0038 0.0296
Si 5.469 2.7345 0.6835 0.0186 -0.0403 0.0113
Si 2.7345 5.469 0.6835 -0.0086 0.0241 0.0082
Si 8.2035 5.469 0.6835 0.0096 -0.0182 0.0183
Si 0 8.2035 0.6835 -0.0035 -0.0002 0.0188
Si 5.469 8.2035 0.6835 -0.0451 -0.0147 0.0311
Si 4.1018 1.3673 2.0507 0.0145 0.0895 -0.0033
Si 9.5708 1.3673 2.0507 0.0043 -0.043 0.0127
Si 1.3673 4.1018 2.0507 0.1077 0.042 0.0129
Si 6.8362 4.1018 2.0507 0.0012 0.0329 0.0113
Si 4.1018 6.8362 2.0507 0.0199 -0.0395 0.0157
Si 9.5708 6.8362 2.0507 0.0167 0.0388 0.0284
Si 1.3673 9.5708 2.0507 -0.0264 0.0212 0.0129
Si 6.8362 9.5708 2.0507 0.1174 0.0837 -0.0027
Si 0 0 3.418 -0.1711 -0.2907 -0.1528
Si 5.469 0 3.418 0.051 -0.0626 0.091
Si 2.7345 2.7345 3.418 0.2892 0.171 -0.4118
Si 8.2035 2.7345 3.418 0.1007 0.1873 -0.0064
Si 0 5.469 3.418 0.1366 0.2205 0.1953
Si 5.469 5.469 3.418 0.0429 0.1526 -0.1283
Si 2.7345 8.2035 3.418 -0.1758 -0.1191 0.2304
Si 8.2035 8.2035 3.418 0.1265 0.2553 -0.0042
Si 1.3741 1.3763 4.6968 -0.0031 -0.0015 0
Si 6.8601 1.3741 4.7757 0.0024 -0.0011 0.0024
Si 4.1083 4.1216 4.7698 0.0042 -0.0004 -0.0004
Si 9.569 4.1424 4.7915 0.0008 -0.0018 -0.0006
Si 1.3577 6.8523 4.8653 0.0012 -0.0016 0.0011
Si 6.8189 6.8882 4.7688 -0.0019 0.0021 -0.001
Si 4.1031 9.5572 4.7868 0.0028 -0.0027 -0.0011
Si 9.6058 9.5449 4.836 -0.0004 -0.0002 0.0009
Si 2.7424 0.0491 6.056 0.0009 0.0005 0.0001
Si 8.2638 0.0709 6.1545 -0.0026 0.0001 -0.0032
Si 0.0941 2.7892 6.0535 -0.0004 -0.0001 0.0024
Si 5.5739 2.824 6.107 0.0001 -0.0017 -0.0005
Si 2.7793 5.4929 6.2 -0.0024 0.0007 -0.0009
Si 8.2906 5.6393 6.1288 0.0031 0.0011 0.0014
Si 0.0544 8.2269 6.3569 0.0023 -0.0002 -0.0015
Si 5.4609 8.2305 6.206 -0.0001 0.0007 0.0036
Si 3.9321 1.647 7.2672 0.012 -0.006 -0.0128
Si 9.945 1.2346 7.3761 0.0001 0.002 0.0032
Si 1.6767 3.8325 7.4606 -0.0002 -0.0001 -0.0026
Si 6.7491 4.4655 7.3735 0.0046 -0.0064 -0.001
Si 4.3987 6.5672 7.5494 0.0015 0.0037 -0.0052
Si 9.2825 7.1814 7.7063 0.001 -0.0052 -0.0025
Si 1.2308 9.9422 7.5292 -0.0011 0.0006 -0.0005
Si 7.0479 9.4639 7.436 -0.0011 0.0036 -0.0081
O 5.5512 5.4483 7.9362 -0.0019 0.0047 0.0024
O 0.0483 0.0841 7.945 -0.0012 0.0028 0.0005
O 2.8245 2.7157 7.8483 -0.0107 0.0091 0.0041
O 8.1664 8.3659 7.9127 -0.0027 -0.0005 0.0037
O 1.3826 9.45 24.4645 -0.0013 -0.0017 -0.0011
O 6.7251 4.1542 24.338 0.0027 0.0032 -0.002
O 6.6508 9.5266 24.164 -0.0015 0 -0.0014
O 1.4075 4.0007 24.2915 -0.0027 0.0034 -0.0012
O 6.4411 10.0697 8.8527 0.0003 0.0076 0.0037
O 1.0851 4.2516 8.953 0 0.0004 0.0028
O 1.9812 9.5391 8.9496 0.0009 -0.0005 0.0002
O 7.663 4.1069 8.7123 0.0082 -0.0158 0.0063
O 9.5051 6.7252 9.317 0.0007 -0.0001 0.002
O 4.5409 0.9138 8.5973 -0.0028 -0.0043 0.0105
O 3.8136 7.0198 9.0249 -0.0008 -0.0004 0.003
O 9.5664 2.1324 8.7098 -0.0196 0.0003 0.0068
O 4.516 0.0407 23.3678 -0.0004 -0.0001 -0.0021
O 8.7068 3.1292 23.0528 0.0001 -0.0014 -0.0007
O 10.3906 5.2411 23.1932 -0.0022 -0.002 -0.0028
O 5.2038 6.0909 23.4578 -0.0004 0.0003 -0.0024
O 8.4175 7.7991 23.2437 0.0002 -0.0029 -0.0086
O 3.2695 2.3655 23.3443 -0.0028 -0.0074 -0.0043
O 2.9038 7.4558 23.5823 -0.0002 0.0002 0.0009
O 10.5421 0.0122 23.3314 0.0125 0.0006 -0.0146
Si -0.3677 9.1244 12.3576 -0.0001 0.0003 -0.0023
Si 9.2255 2.7264 14.7673 0.0008 -0.0008 -0.0011
Si 4.2773 12.0588 14.2821 -0.0002 -0.0001 -0.0029
Si 0.0654 11.5665 13.6887 0.0007 -0.0009 -0.0011
Si 10.426 4.8991 16.6547 0.0007 -0.0008 0.0002
Si 2.1863 4.8326 14.8914 0.0007 -0.0019 -0.0009
Si 11.0416 3.7792 19.5547 -0.0009 -0.0018 0.0017
Si 3.4415 0.9592 22.5423 -0.0165 -0.0047 -0.005
Si 2.0938 9.5119 10.5682 -0.0002 -0.0006 -0.0019
Si 0.1829 -3.044 20.6137 -0.0011 -0.0018 0.0032
Si 7.2688 1.8701 18.5665 -0.0473 -0.0401 -0.0856
Si 8.2362 2.7502 9.3944 -0.0067 -0.0113 -0.0182
Si 4.6571 -0.3669 11.7002 -0.0003 -0.0022 -0.0003
Si 8.7787 6.9671 10.7783 0.0014 -0.0007 -0.0032
Si 1.4542 4.2922 10.5333 -0.0012 -0.0007 -0.0015
Si 5.0313 11.359 19.9975 0.0011 0.0078 0.0046
Si 11.4044 -0.2139 21.9635 0.0162 0.0007 0.0183
Si 3.4534 6.7822 10.5985 0.0003 -0.0002 -0.0025
Si 9.3405 4.4143 22.2294 0.0015 0.0003 0.0016
Si 3.5293 7.4506 15.467 0.0014 0.0027 0.0065
Si 4.8199 3.4318 15.8705 -0.0009 -0.0015 -0.0012
Si 9.4229 4.1283 11.8449 0.0005 0.0001 -0.0021
Si -0.6673 0.9286 19.2812 0.0012 0.0112 0.0007
Si 15.7369 0.929 17.159 -0.005 -0.0009 -0.0037
Si 6.5147 4.8158 17.6982 0.012 0.0029 0.008
Si 0.9977 -1.8012 14.9142 0.0042 -0.002 -0.0007
Si 12.8656 2.6278 12.7078 0.0014 -0.0011 -0.0022
Si 2.1978 5.6257 20.5951 -0.0012 -0.0012 0.0004
Si 15.2048 6.5686 18.4721 -0.0012 -0.0013 -0.0029
Si 6.4737 -2.4713 14.688 0.0044 -0.0068 0.0028
Si 5.5722 8.3317 20.5322 -0.002 -0.0005 0.0023
Si 8.4038 7.1267 16.8791 -0.0116 -0.0088 -0.0053
Si 6.0128 7.7307 11.6906 0.0004 0.0009 -0.0012
Si 7.6055 0.3383 15.7551 0.0072 -0.0043 -0.0105
Si 8.2902 7.1668 21.7456 0.0027 -0.0002 0.0055
Si 3.9652 6.7097 22.6304 0.0013 -0.0002 0.0007
Si 5.9263 0.5909 9.3556 0.0234 0.0065 -0.0104
Si 9.8728 -1.2914 17.2369 -0.0021 -0.0025 -0.0048
O 9.5414 7.6497 20.8309 0.0038 -0.001 -0.0012
O 6.0054 15.4536 16.1518 0.0023 -0.0012 -0.0014
O 11.5847 -1.7497 21.4729 -0.0021 0.0077 0.003
O 7.2546 14.38 18.225 0.0049 0.0029 0.0078
O 5.65 9.9607 20.5053 0.0004 -0.002 -0.0015
O 8.9279 -0.2073 16.4417 0.0011 -0.001 0.0017
O 7.0799 1.668 9.1043 -0.0046 0.0081 0.0052
O 1.016 -4.3433 21.1326 -0.0013 0.003 -0.0027
O 6.7151 -2.9883 13.167 -0.001 0.0003 0.006
O 12.5262 4.2025 20.0949 0.0011 0.0006 -0.0011
O 0.4709 -2.8843 19.0045 0.0012 -0.0028 -0.0011
O 0.6335 9.7386 11.2372 -0.0006 -0.0004 0.0013
O -1.4254 8.1528 11.641 0 0.0001 0.0003
O 1.6917 4.0033 13.5877 0.0005 -0.0009 0.0008
O 5.268 9.1238 11.3604 0.0008 -0.0008 0.0002
O 3.2901 5.4698 21.7859 0.0002 -0.0004 -0.0013
O 7.2066 7.3974 10.6393 0.0004 -0.0014 -0.0002
O 4.3381 0.1657 18.4986 -0.0001 -0.0009 0.0007
O -0.3317 10.5678 18.3633 0.0036 -0.0016 0.0012
O 1.9698 0.3458 22.2398 -0.0015 -0.0042 -0.0214
O -1.0227 10.4923 13.062 0.001 -0.0013 0.0006
O 4.8122 -0.0323 13.2941 0.0001 0 0.0007
O 7.4769 7.6216 15.6383 -0.0018 -0.0007 0.007
O 4.1551 0.3731 15.7809 0.003 0.0019 0.0056
O -2.1495 -5.3205 11.7017 0.0015 -0.0023 0.0011
O 4.6426 13.4719 17.2602 0.0008 0.0009 -0.001
O 2.3122 3.0317 11.1793 0.0003 0.0002 0.0004
O 2.6251 8.0809 11.1087 0 -0.0005 0.0008
O 9.2213 3.5999 13.3965 0.0001 -0.0001 -0.0007
O 5.1178 -3.0952 19.0321 0.0003 -0.0007 -0.0002
O 9.708 6.3259 16.3376 -0.0068 0.0025 0.0032
O 5.1947 5.2134 18.5755 -0.0005 0.0006 -0.002
O 9.4588 3.7104 16.049 -0.0005 -0.0017 -0.0004
O -0.5206 1.6274 14.8233 0.0003 -0.0002 0.0002
O 6.7937 -11.7837 14.9947 0.001 0.0004 0.0025
O 2.4133 8.6162 15.4805 0.0033 -0.007 0.0001
O 6.607 11.8078 17.1476 0.0211 0.0297 0.0567
O 10.9763 4.2926 11.3661 -0.0011 -0.0011 0.0008
O 14.745 -4.0854 16.9489 -0.0008 0.0045 -0.0096
O 5.6093 0.6984 10.9469 0.0025 0.0031 0.0046
O 6.9937 7.7142 20.94 -0.0002 -0.0004 -0.0021
O 7.8821 1.7523 14.9897 0 -0.0008 0.0006
O 10.0006 14.8019 20.8165 0 -0.0002 -0.0001
O 1.2232 10.6921 14.4495 -0.001 -0.0012 0.0008
O 2.4229 5.5578 10.8267 0.0005 0.0001 0.0009
O 13.8409 6.2622 14.5191 0.001 0.0008 0.0028
O 11.8764 4.9772 15.9219 -0.0005 -0.0006 0.0009
O 0.4075 8.3404 13.5988 0.0015 0.0002 0.0032
O 4.4445 7.8661 21.5889 0.001 -0.0003 -0.0023
O 10.9051 9.0397 16.1621 0.0018 -0.0017 -0.0021
O 0.6428 12.57 12.5528 -0.0002 -0.0009 0.0009
O 8.5924 3.0466 10.9518 -0.0007 0.0007 -0.0003
O 10.5255 0.5801 20.8342 -0.0014 -0.0023 0.0038
O 10.5894 4.708 18.2741 0.0014 0 -0.002
O 8.7041 1.3026 18.9292 0.0073 0.0051 0.0054
O 2.884 6.357 19.2929 0.0022 -0.0011 -0.001
O 11.1506 -8.6826 18.9524 0.0005 -0.0036 -0.0009
O 6.2255 12.4402 19.7175 -0.0046 -0.0064 0.0121
O 14.2846 4.0104 15.6702 -0.0017 0.0008 -0.0008
O 8.2136 5.5311 21.8007 0.0012 0.0021 -0.0013
O 4.819 6.6039 11.5239 0.0002 -0.001 0.0011
O 4.9123 8.1459 14.9873 0.0008 -0.0019 0.0021
O -2.0715 8.4471 17.738 -0.0003 -0.0013 -0.0005
O 5.2397 13.3555 14.6472 0.0003 -0.0013 0.0006
O 3.1162 -0.2899 11.1732 0.0011 0.0001 -0.0003
O 7.5424 -4.8739 17.7776 0.0019 0.0019 -0.0145
O 4.0538 1.1579 21.0319 0.0025 0.0019 0.013
O 13.9352 1.767 13.5694 0.0011 -0.0008 0.0011
H 1.3211 -3.2649 18.7234 -0.0016 0.0012 0.001

Results
free energy: -137529.276 eV
free energy less fixed offsets of H -15.97, O -568.88, Si -635.61 eV per atom: -4.606 eV

The program warned: the cutoff lies below the one the program advises for these potential files; the exchange-correlation potential is rough where the density is thin.
